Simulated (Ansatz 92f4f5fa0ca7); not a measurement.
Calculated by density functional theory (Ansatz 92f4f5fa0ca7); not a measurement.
Periodic cell of 220 atoms, Si132O88, from a study of silicon, its oxide and their interface. The atomic structure is a simulated model.
This geometry differs little from another in the collection (a relaxation step or a small displacement).

Settings
functional: r2SCAN
potential files: Ansatz PAW
basis: plane waves
wave-function cutoff: 800 eV
density cutoff ratio: 5
exchange-correlation grid ratio: 1
k mesh: 1 x 1 x 1, shifted by 0.5 0.5 0 of a step
self-consistency stop: 1e-10 eV per atom in the density residual
occupations: fixed
spin: none
net charge: 0

Cell vectors (angstrom)
a	10.888	0	0
b	0	10.888	0
c	0	0	31.7229

Atoms: element, x, y, z (angstrom)
Si	2.8758	2.2778	-1.0268
Si	1.0868	1.2138	1.2771
Si	-0.9974	4.1907	1.3271
Si	2.5756	8.3592	0.0997
Si	5.1034	0.709	-1.9294
Si	8.7245	1.7588	-0.278
Si	6.0199	5.2839	-0.0347
Si	7.531	8.7524	0.1443
Si	-0.4749	0.0567	-0.1227
Si	4.4677	3.9519	1.0172
Si	0.0535	5.7208	-0.1318
Si	4.1006	9.63	1.3197
Si	6.9782	1.2498	1.3053
Si	12.0904	7.0574	1.4213
Si	6.8802	6.8839	1.3979
Si	9.3352	9.5577	1.4056
Si	0.0586	2.7203	2.8034
Si	2.6867	0.0662	2.6388
Si	-0.1806	8.2606	2.7799
Si	2.4909	5.5977	2.7496
Si	5.5821	2.6665	2.6087
Si	8.1488	0.0138	2.8622
Si	5.3549	8.1385	2.7126
Si	8.2991	5.4685	2.6451
Si	1.3524	4.1118	4.17
Si	4.0944	1.4138	3.996
Si	1.3333	9.5741	4.0367
Si	4.0281	6.7951	4.0809
Si	6.8652	4.1021	3.9787
Si	9.5269	1.4012	4.1448
Si	6.7379	9.4978	4.1074
Si	9.5043	6.8054	4.1522
Si	0.0197	0.0246	5.4548
Si	2.7804	2.7497	5.4451
Si	-0.0197	5.4516	5.514
Si	2.6693	8.1773	5.4218
Si	5.3914	0.0209	5.4219
Si	8.1479	2.7681	5.4479
Si	5.4625	5.4293	5.3712
Si	8.121	8.1627	5.4802
Si	1.3975	1.3653	6.7936
Si	4.1463	4.0922	6.7984
Si	1.3638	6.8143	6.8368
Si	4.0382	9.5364	6.7795
Si	6.791	1.3736	6.7835
Si	9.5053	4.078	6.843
Si	6.7693	6.7814	6.8075
Si	9.5366	9.5309	6.8006
Si	0.0037	2.6834	8.1513
Si	2.708	-0.0174	8.1801
Si	-0.0039	8.1711	8.1903
Si	2.7692	5.4429	8.1542
Si	5.4633	2.7198	8.1875
Si	8.1723	0.0152	8.1469
Si	5.4044	8.1751	8.1359
Si	8.1545	5.4488	8.1801
Si	1.3971	4.0347	9.4563
Si	4.0836	1.335	9.5149
Si	1.3616	9.5109	9.5721
Si	4.0776	6.8351	9.5488
Si	6.8419	4.0716	9.5481
Si	9.5613	1.3133	9.558
Si	6.8001	9.5249	9.4737
Si	9.5169	6.8116	9.5383
Si	-0.0111	-0.0886	10.9774
Si	2.6829	2.6376	10.8647
Si	0.0537	5.3994	10.7816
Si	2.6967	8.1562	10.9698
Si	5.4432	-0.031	10.8618
Si	8.222	2.7021	10.9021
Si	5.4943	5.4869	10.8546
Si	8.139	8.1997	10.8762
Si	1.3702	1.2616	12.3244
Si	4.0777	4.085	12.0554
Si	1.2993	6.7263	12.2575
Si	4.1273	9.5134	12.2941
Si	8.1736	0.0095	13.676
Si	9.6398	4.074	12.2022
Si	6.8436	6.8285	12.2769
Si	9.4992	9.4309	12.3717
Si	1.7439	3.8422	14.8919
Si	2.9126	0.0689	13.715
Si	-0.7771	10.4701	17.0584
Si	2.7674	5.3863	13.4713
Si	5.5105	2.8328	13.3758
Si	6.838	1.3043	12.2031
Si	5.5102	8.1907	13.6839
Si	7.4622	4.0852	15.3828
Si	0.0806	2.7361	13.6281
Si	4.0756	1.7703	14.8293
Si	-0.5044	7.5283	13.5706
Si	5.4046	5.2181	17.2434
Si	8.6749	5.8472	13.4181
Si	9.3707	1.6316	14.9248
Si	8.1545	8.4447	16.6759
Si	6.8472	9.5701	15.0932
Si	27.1584	-12.0657	22.1929
Si	-6.2097	-0.4571	26.9487
Si	1.4868	21.2452	26.8494
Si	19.8671	18.2526	20.8598
Si	7.1309	5.0512	24.9984
Si	9.3757	4.961	19.274
Si	0.2903	12.8221	25.0473
Si	12.4102	21.0362	18.7657
Si	-15.9021	10.5013	31.7713
Si	-4.0683	7.0874	22.7919
Si	5.1057	4.8441	21.6575
Si	15.6362	-14.235	27.392
Si	4.1759	17.5269	29.9371
Si	2.874	20.0708	16.2263
Si	12.4966	0.6765	22.6578
Si	3.0371	1.6263	20.0118
Si	-8.9458	15.5221	29.1691
Si	7.3502	5.6821	27.8029
Si	2.1872	18.3848	25.7338
Si	5.5078	21.6031	16.6835
Si	7.6058	24.6594	20.9202
Si	14.8862	-14.9769	14.8408
Si	21.1979	18.6553	15.9455
Si	-3.9101	3.1779	29.728
Si	-10.4285	31.0191	21.3771
Si	0.479	-1.2593	29.7687
Si	-6.5268	3.8602	24.5338
Si	-7.6601	15.3775	19.1642
Si	-8.2192	-1.9893	23.1152
Si	12.506	37.2954	26.0398
Si	16.8115	-21.1495	19.7282
Si	11.7171	16.2485	17.5574
Si	-3.4564	-14.7753	18.3481
Si	-1.7631	18.3466	29.7423
Si	19.2119	2.5162	23.8381
Si	5.5485	11.9922	24.4117
O	-11.4058	-13.3695	-2.4155
O	-1.0304	-4.774	-11.4038
O	5.2254	-11.0034	-3.3008
O	-8.4908	10.4489	-8.1778
O	-2.4226	6.5814	-3.1603
O	4.0663	13.9391	-0.2707
O	14.8317	-1.9354	-9.6009
O	-10.2614	14.296	-6.0813
O	13.0097	5.5188	-13.1784
O	31.4162	6.4889	-0.7836
O	16.5943	26.1111	-6.4156
O	-13.8271	27.1104	-5.3707
O	22.6702	16.06	-1.4336
O	9.3893	14.0405	0.1771
O	-3.1113	7.677	19.7952
O	6.2726	3.7454	21.3229
O	4.846	1.2209	16.1649
O	2.5273	11.369	19.0069
O	4.7615	16.7765	15.9381
O	5.8129	-0.6495	20.7256
O	13.2114	-0.7197	15.0581
O	15.2291	18.7699	28.9304
O	16.7016	6.2844	21.8172
O	1.3695	-1.672	20.0514
O	-0.0669	-12.4494	16.1387
O	12.3443	15.6261	27.6501
O	10.6419	4.4915	18.4068
O	33.9703	-13.4308	22.4271
O	2.5278	3.0695	19.4946
O	3.0777	10.6667	26.8725
O	-3.9566	14.9229	31.1187
O	19.2498	-5.4935	15.0077
O	1.1898	15.3796	16.2579
O	16.3106	-21.3499	25.8554
O	-13.1072	-22.8117	17.447
O	2.5347	1.3455	21.519
O	8.4313	2.3913	22.227
O	3.0807	15.1414	25.4354
O	-5.1838	23.9813	29.494
O	16.8474	6.4784	27.4861
O	34.0185	19.7	26.2708
O	21.8532	-11.0211	18.3857
O	18.0116	15.1386	28.5368
O	4.3732	20.4457	16.6814
O	39.7019	23.4675	24.3303
O	6.6131	15.1646	16.7308
O	-14.5866	1.5639	20.0804
O	-8.0257	-3.2094	15.6357
O	5.309	10.9614	23.2025
O	18.8423	-2.4743	30.3136
O	-6.4661	34.9228	24.328
O	5.1302	19.7927	26.6419
O	-4.4421	19.539	22.78
O	-11.7262	11.8463	16.2386
O	-7.942	-13.8248	24.3758
O	14.8723	15.8794	20.5002
O	30.1179	13.6385	15.5374
O	6.7983	17.3432	24.2694
O	8.6194	14.6458	20.0135
O	0.913	21.2523	28.3829
O	9.6029	-8.9529	24.6466
O	19.2224	17.8263	22.263
O	0.6993	22.4325	26.0189
O	1.2747	6.1567	25.5197
O	-7.3804	11.7876	30.1412
O	-10.6752	6.7676	17.0035
O	2.0581	9.2068	17.5944
O	-2.5075	16.5736	18.2288
O	-4.9696	6.4081	18.2303
O	4.6415	1.5883	19.957
O	12.6078	2.1125	31.7859
O	-4.8725	10.9722	18.203
O	-7.4987	6.9917	26.7079
O	35.7688	4.6222	33.2999
O	-10.5131	21.6575	21.9361
O	4.3377	15.3914	23.0448
O	3.5036	7.1209	31.3003
O	-35.3486	13.0012	29.9233
O	13.773	2.7669	15.3568
O	-4.4062	3.9485	14.1068
O	-30.4007	3.081	29.451
O	-5.2594	16.9462	30.2995
O	-6.531	4.2871	18.0194
O	8.0729	25.8713	24.1063
O	11.9971	12.7047	23.6565
O	-7.5731	5.4616	29.2827
O	9.8868	8.6706	21.0766
O	1.7876	8.9962	30.5255

Results
free energy: -134621.946 eV
free energy less fixed offsets of O -570.45, Si -639.56 eV per atom: -0.426 eV

Forces (eV/angstrom), in the order of the atoms: element, x, y, z
Si	0.0525	0.0596	0.1599
Si	-0.052	-0.0936	0.0125
Si	-0.05	0.0839	0.0594
Si	0.0118	0.045	0.1137
Si	-0.0032	0.0178	0.0814
Si	-0.0347	-0.1262	0.0096
Si	0.0827	-0.0413	0.1527
Si	-0.0014	0.0086	0.0966
Si	-0.0772	-0.0604	0.0745
Si	0.0038	0.0827	-0.0667
Si	-0.0242	0.0212	0.0994
Si	0.0247	-0.0224	0.0127
Si	-0.0452	-0.0149	-0.0235
Si	-0.0221	-0.0355	-0.018
Si	-0.0083	-0.003	-0.0062
Si	-0.0325	-0.0341	-0.0372
Si	0.0074	-0.0153	-0.014
Si	-0.0326	0.0113	-0.0013
Si	0.0332	0.0476	0.0619
Si	-0.0794	0.0075	0.0078
Si	0.0364	-0.006	0.0689
Si	0.0252	0.0467	0.0274
Si	-0.0159	0.0035	-0.0216
Si	0.0804	-0.0078	0.0708
Si	0.0545	0.011	0.0281
Si	0.0036	-0.0366	0.031
Si	-0.0365	-0.0169	0.0217
Si	-0.065	-0.0203	0.0016
Si	0.005	0.0271	-0.0156
Si	-0.047	0.0045	0.0176
Si	0.0411	-0.0286	-0.007
Si	-0.0029	-0.0234	-0.0205
Si	-0.0176	-0.0215	-0.0165
Si	0.0026	0.0453	-0.0071
Si	-0.0153	-0.0144	0.0264
Si	0.0023	0.0185	-0.0217
Si	-0.0131	0.0005	-0.0263
Si	-0.0079	-0.0401	-0.0071
Si	0.0225	0.0018	0.0129
Si	-0.0011	0.0018	0.0242
Si	-0.0082	-0.0055	-0.0058
Si	-0.0058	-0.0102	-0.0014
Si	-0.0224	-0.0314	-0.0177
Si	0.0077	-0.0045	-0.0006
Si	0.0201	-0.0111	0.0191
Si	0.0143	0.0407	0.0035
Si	-0.0022	0.0265	-0.0068
Si	-0.0184	0.0062	0.0242
Si	-0.0065	0.0118	0.0112
Si	-0.0192	-0.0027	-0.0157
Si	-0.0054	0.0044	-0.0207
Si	0.023	0.0256	0.0257
Si	-0.0015	0.0083	-0.0195
Si	0.012	-0.0092	0.0019
Si	0.014	-0.0221	0.0171
Si	0.0146	0.0158	0.0131
Si	-0.0202	-0.0331	0.0245
Si	0.0375	-0.0208	-0.0035
Si	-0.0083	-0.0091	-0.0267
Si	-0.0264	-0.0155	0.0145
Si	0.0099	0.005	0.0033
Si	0.0005	-0.0094	0.0047
Si	-0.0401	0.0107	0.0077
Si	-0.0122	-0.0124	-0.0307
Si	0.0369	0.01	0.0168
Si	0.0239	0.0155	-0.0197
Si	-0.0343	0.0167	0.0058
Si	0.0234	0.0398	-0.013
Si	0.0081	0.0099	-0.0108
Si	-0.08	0.0145	-0.0114
Si	-0.0246	-0.0706	-0.0194
Si	-0.0082	-0.0123	0.0057
Si	-0.0068	0.006	-0.0619
Si	0.0147	-0.0118	-0.0757
Si	0.0274	0.0085	-0.0805
Si	-0.0522	-0.0364	-0.0465
Si	0.062	0.0449	0.0205
Si	0.0121	0.0456	-0.0367
Si	0.0291	-0.016	-0.0224
Si	0.043	-0.006	-0.0619
Si	-0.0397	-0.0377	-0.1413
Si	0.0406	-0.0137	-0.0776
Si	0.0035	0.0145	-0.0283
Si	0.0013	0.0556	0.0226
Si	0.0213	0.0045	0.027
Si	-0.0137	0.0115	-0.0142
Si	0.0019	0.0164	0.0321
Si	0.0384	0.0116	-0.0573
Si	-0.0033	-0.0162	0.0117
Si	-0.0104	0.0987	-0.0979
Si	-0.0398	-0.0295	-0.0072
Si	-0.0461	-0.0196	-0.0291
Si	0.0654	0.1016	0.0191
Si	-0.0195	0.0124	-0.0451
Si	0.0379	0.0396	-0.1047
Si	-0.1007	-0.053	-0.0716
Si	0.0162	0.0235	-0.0637
Si	-0.0307	-0.0363	0.1044
Si	0.01	-0.0606	0.1306
Si	-0.0008	-0.0647	-0.1105
Si	0.0064	0.0007	0.0638
Si	-0.0001	0.0719	-0.1399
Si	0.0426	-0.0235	0.0596
Si	-0.0366	-0.023	-0.1402
Si	0.0671	0.0193	0.0231
Si	0.0395	-0.0379	-0.0752
Si	-0.025	-0.0068	-0.1043
Si	-0.0027	0.0048	0.0787
Si	-0.0566	0.0226	0.1139
Si	0.0152	-0.0277	-0.0961
Si	0.0125	-0.0222	-0.0744
Si	-0.0305	0.029	-0.1068
Si	-0.0186	-0.005	0.1525
Si	0.0138	0.0282	0.1779
Si	0.0351	0.022	0.0741
Si	0.0217	-0.0578	-0.0464
Si	0.012	0.0292	-0.0771
Si	0.0086	0.0324	-0.1167
Si	-0.0172	-0.0056	0.0684
Si	0.0069	0.0166	0.1153
Si	0.0084	-0.0233	-0.1116
Si	-0.0943	-0.0535	0.1123
Si	-0.0044	0.0158	0.0005
Si	0.0054	0.0256	-0.181
Si	-0.0211	-0.0199	0.0161
Si	0.0048	0.0496	0.0972
Si	-0.0614	0.0297	-0.0846
Si	0.0239	-0.0132	-0.0847
Si	-0.0399	-0.077	0.0473
Si	0.0447	-0.0033	0.1098
Si	-0.0167	0.0035	-0.0372
Si	-0.0078	0.0048	0.0265
O	0.0205	0.0177	-0.0776
O	0.0025	0.0303	0.0618
O	0.0172	-0.0193	-0.0374
O	0.0097	0.0146	0.0253
O	-0.0485	-0.0296	-0.0925
O	-0.1242	-0.1275	-0.128
O	-0.0007	-0.0006	-0.0118
O	-0.0255	-0.0304	-0.0304
O	0.0426	0.0106	0.0708
O	-0.0638	0.0146	-0.0444
O	0.0011	0.0003	0.0086
O	0.0003	-0.0154	-0.0807
O	0.0352	-0.0228	-0.0758
O	0.0856	0.1314	0.0866
O	0.0274	0.0312	0.015
O	-0.019	0.0001	0.0313
O	-0.0051	0.0171	0.059
O	0.024	0.0241	0.0369
O	0.0204	-0.0483	0.0086
O	0.0032	-0.0469	0.0544
O	-0.0622	-0.0158	0.0244
O	0.0063	0.0056	-0.0556
O	-0.0122	0.015	-0.002
O	0.0053	-0.0234	0.0679
O	0.0685	-0.0407	-0.0884
O	-0.0212	0.006	-0.1014
O	-0.0428	-0.0125	0.077
O	0.0133	-0.006	0.0211
O	-0.0145	-0.052	0.0421
O	0.0089	0.0255	-0.0194
O	0.0089	-0.0075	0.0086
O	-0.01	-0.0026	0.0078
O	0.0179	0.011	0.0455
O	0.0419	0.0324	-0.0341
O	0.0048	-0.0151	0.1235
O	-0.0179	-0.0138	0.071
O	0.0272	-0.0208	0.0508
O	0.0312	-0.0126	-0.0176
O	-0.0465	0.0217	-0.0723
O	0.0056	-0.0291	-0.0356
O	-0.0377	0.0017	-0.0472
O	0.0159	0.0127	0.0207
O	-0.0126	0.0168	-0.0868
O	0.0211	0.015	0.0401
O	0.0225	-0.0002	0.0178
O	-0.0233	-0.0227	0.0467
O	0.0359	0.0037	0.0223
O	-0.0324	0.0157	0.0062
O	0	0.011	0.0065
O	0.0114	0.0094	0.0113
O	-0.0054	-0.0093	-0.0248
O	0.012	0.0322	-0.0518
O	0.0039	0.0268	0.0317
O	0.0102	0.0213	0.0004
O	0.0274	0.0085	-0.0271
O	0.0504	0.0278	0.1184
O	0.0103	-0.0464	-0.0231
O	-0.0095	0.0168	0.0333
O	-0.0233	-0.0618	0.0673
O	0.0476	0.0133	-0.0745
O	-0.0127	-0.0061	-0.0077
O	-0.0092	-0.0044	0.067
O	-0.0312	0.042	-0.0798
O	-0.0294	-0.022	-0.0296
O	0.0344	-0.0508	-0.0358
O	-0.0249	0.0371	0.0109
O	-0.0374	0.0127	0.0562
O	-0.0155	0.051	0.0167
O	0.0706	0.0237	0.0357
O	0.009	0.0017	0.0369
O	0.0798	0.0681	-0.0075
O	0.0072	0.0047	0.0467
O	-0.0295	-0.0335	-0.0507
O	0.0216	0.0058	0.0937
O	-0.0182	0.0338	0.0368
O	-0.0192	-0.002	0.0163
O	0.0493	-0.0397	-0.0753
O	0.0092	0.0103	-0.0718
O	0.0622	-0.0859	0.0886
O	-0.0492	0.0236	-0.0743
O	-0.0014	0.0226	-0.0619
O	0.0091	0.0506	-0.0618
O	-0.0103	-0.014	0.0396
O	0.013	-0.0029	0.0034
O	-0.0066	0.0374	0.006
O	0.0184	-0.0041	-0.0281
O	-0.0007	0.0218	0.032
O	0.0275	0.0202	-0.0075

The program warned: the cutoff lies below the one the program advises for these potential files; the forces do not sum to zero within the program's tolerance; empty levels may hold ghost states of the PAW files; the exchange-correlation potential is rough where the density is thin.
